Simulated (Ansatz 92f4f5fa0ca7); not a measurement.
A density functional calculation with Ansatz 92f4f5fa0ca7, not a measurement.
Periodic cell of 221 atoms, Si132O87H1N1, from a study of silicon, its oxide and their interface. The atomic structure is a simulated model.
Doubt: the cutoff is far below the 930 eV that the study's wrapper takes by default for these files, so forces and energies are approximate.
This geometry differs little from another in the collection (a relaxation step or a small displacement).

Settings: functional PBE; potential files Ansatz PAW; basis plane waves; wave-function cutoff 580 eV; density cutoff ratio 5; exchange-correlation grid ratio 1; k mesh 1 x 1 x 1, Gamma-centred; self-consistency stop 5e-08 eV per atom in the density residual; occupations fixed; spin none; net charge 0.

Cell vectors (angstrom)
a 10.938 0 0
b 0 10.938 0
c 0 0 32.1348

Atoms and the computed forces on them: element, x, y, z (angstrom), force x, y, z (eV/angstrom)
Si 0.1869 -0.1351 24.4737 0.0016 -0.0013 0.0063
Si 5.5898 -0.3124 24.734 -0.0011 0.0019 0.003
Si 2.5145 3.0456 24.4601 -0.0014 -0.0005 0.0015
Si 8.0795 2.9725 25.0309 0.0007 0 0.0017
Si 0.0407 5.1251 24.6489 0.0018 0.0028 0.0051
Si 5.8221 5.1452 24.6284 -0.0002 0.0005 -0.0005
Si 2.4432 8.5137 24.5785 0.0004 -0.0021 0.0039
Si 7.9893 8.5934 24.7669 -0.0022 -0.0005 0.0027
Si 1.3986 1.4091 25.8264 0.0001 -0.0001 -0.0008
Si 6.7504 1.3301 26.0125 0.0003 -0.0026 -0.001
Si 4.0687 4.158 25.8934 0.0008 0.0003 0.0003
Si 9.6142 4.1324 26.2859 0.0002 -0.0005 -0.0008
Si 1.2691 6.8465 25.816 0.0009 -0.0016 -0.0018
Si 6.8567 6.856 25.929 0.0006 0.0022 -0.0003
Si 4.0286 9.5065 26.0549 0.0011 -0.0007 -0.0017
Si 9.5861 9.7302 26.0071 0.0011 0.0009 -0.0016
Si 2.7155 0.0479 27.3258 -0.0008 0.0018 0.0005
Si 8.1804 0.0585 27.3896 -0.0005 0.001 0.0004
Si 0.0666 2.6572 27.3905 -0.0006 -0.0014 -0.0003
Si 5.3971 2.7553 27.3297 -0.0006 0.0002 0.0005
Si 2.6978 5.5354 27.2773 -0.0016 0.0018 -0.0002
Si 8.1785 5.5538 27.4175 0.0003 0.0002 -0.0003
Si -0.0312 8.2157 27.302 -0.0009 -0.0006 0.0002
Si 5.4563 8.1572 27.3546 0.0001 0.0001 -0.0007
Si 4.1018 1.3673 28.7166 -0.2271 0.1298 0.0793
Si 9.5708 1.3673 28.7166 0.1045 0.0222 0.4598
Si 1.3673 4.1018 28.7166 0.3569 0.0593 -0.1843
Si 6.8362 4.1018 28.7166 -0.2726 0.035 -0.131
Si 4.1018 6.8362 28.7166 -0.2042 -0.1987 0.0448
Si 9.5708 6.8362 28.7166 0.0962 0.5871 0.3664
Si 1.3673 9.5708 28.7166 -0.0956 0.0587 -0.3607
Si 6.8362 9.5708 28.7166 -0.0231 -0.1751 -0.0789
Si 0 0 30.0838 -0.132 -0.1159 0.0281
Si 5.469 0 30.0838 -0.0083 -0.0159 -0.0557
Si 2.7345 2.7345 30.0838 0.1236 0.0808 0.0285
Si 8.2035 2.7345 30.0838 0.1205 0.0365 -0.0313
Si 0 5.469 30.0838 -0.0157 -0.0061 -0.0623
Si 5.469 5.469 30.0838 -0.0961 -0.1359 0.02
Si 2.7345 8.2035 30.0838 0.0508 0.023 -0.0522
Si 8.2035 8.2035 30.0838 0.125 0.0396 0.0512
Si 1.3673 1.3673 31.4511 -0.021 0.0458 -0.0479
Si 6.8362 1.3673 31.4511 -0.0206 -0.0232 -0.0299
Si 4.1018 4.1018 31.4511 -0.014 -0.0418 0.0184
Si 9.5708 4.1018 31.4511 -0.052 0.0343 -0.0058
Si 1.3673 6.8362 31.4511 0.0138 0.0105 -0.0296
Si 6.8362 6.8362 31.4511 -0.0016 0.0392 -0.0393
Si 4.1018 9.5708 31.4511 -0.0188 0.0026 -0.0076
Si 9.5708 9.5708 31.4511 -0.0318 0.0288 0.0185
Si 2.7345 0 0.6835 -0.005 0.0066 0.0295
Si 8.2035 0 0.6835 0.0494 0.0151 0.0111
Si 0 2.7345 0.6835 -0.0078 -0.0322 0.0254
Si 5.469 2.7345 0.6835 0.0553 -0.0188 0.0052
Si 2.7345 5.469 0.6835 0.0076 -0.005 0.0017
Si 8.2035 5.469 0.6835 0.0196 -0.0399 0.037
Si 0 8.2035 0.6835 -0.0154 -0.0299 -0.0021
Si 5.469 8.2035 0.6835 0.0197 -0.0216 0.0286
Si 4.1018 1.3673 2.0507 0.0109 0.0823 0.0363
Si 9.5708 1.3673 2.0507 -0.0735 -0.0419 -0.0158
Si 1.3673 4.1018 2.0507 0.0649 0.0262 -0.0157
Si 6.8362 4.1018 2.0507 -0.0956 -0.0546 0.017
Si 4.1018 6.8362 2.0507 -0.0999 -0.0454 0.012
Si 9.5708 6.8362 2.0507 0.0343 0.1038 0.0331
Si 1.3673 9.5708 2.0507 -0.0502 -0.0397 0.0203
Si 6.8362 9.5708 2.0507 -0.0399 0.0087 -0.0084
Si 0 0 3.418 -0.3349 -0.1495 -0.3399
Si 5.469 0 3.418 0.2688 -0.121 0.0779
Si 2.7345 2.7345 3.418 0.36 0.5611 -0.2467
Si 8.2035 2.7345 3.418 0.0052 -0.0652 0.0874
Si 0 5.469 3.418 0.219 0.0423 0.2635
Si 5.469 5.469 3.418 -0.1279 -0.4349 0.036
Si 2.7345 8.2035 3.418 -0.0753 -0.2267 -0.1105
Si 8.2035 8.2035 3.418 0.0561 -0.0485 0.0131
Si 1.3597 1.3898 4.6703 -0.0039 -0.0008 0.0057
Si 6.8652 1.3355 4.8145 -0.0004 0.0045 0.005
Si 4.111 4.0858 4.8666 0.0013 0.0003 0.0087
Si 9.5758 4.0934 4.7863 0.0005 -0.002 -0.0038
Si 1.4041 6.8255 4.8374 0.0044 -0.0019 0.0038
Si 6.8747 6.7614 4.76 0.0014 0.0007 0.0019
Si 4.1396 9.5045 4.7505 0.0044 0.0005 -0.0017
Si 9.5604 9.57 4.7999 -0.0009 0.003 0.0094
Si 2.6609 -0.0666 5.9192 -0.0088 -0.0079 -0.0073
Si 8.1937 -0.0179 6.2379 0.0046 0.0033 -0.003
Si 0.0277 2.7083 6.076 0.0052 0.0053 0.0077
Si 5.4545 2.5713 6.2296 -0.0103 -0.0147 -0.0086
Si 2.7819 5.5403 6.322 -0.004 0.0021 -0.0046
Si 8.1737 5.359 6.201 -0.0045 -0.0041 0.0025
Si -0.0377 8.1488 6.1586 -0.0054 -0.007 -0.0098
Si 5.4674 8.0754 6.1053 -0.0008 0.0009 0.0056
Si 3.7065 1.3695 7.4142 0.0439 0.0177 0.0226
Si 9.8911 1.1389 7.4349 -0.0079 -0.004 -0.006
Si 1.6333 3.7972 7.4196 -0.0029 0.0038 -0.013
Si 6.6335 4.1136 7.5505 0.0051 0.0049 0.0037
Si 4.5101 6.5675 7.7011 0.0034 -0.0018 -0.0047
Si 9.2759 7.0308 7.446 -0.0017 0.0031 -0.0004
Si 1.147 9.8076 7.3071 0.0035 0.0089 0.0067
Si 6.9831 9.2398 7.4098 -0.0028 -0.0017 -0.0033
O 1.2524 4.0991 24.0511 -0.0009 -0.0003 -0.002
O 6.7806 9.5914 24.1926 0.0021 -0.0027 -0.0008
O 2.9334 2.8031 7.4378 -0.0072 -0.0114 -0.0145
O 8.166 8.1836 7.8685 0.0005 -0.004 0.0026
O 5.562 5.3023 7.9735 0.002 0.0013 0.0019
O 0.0658 -0.0072 7.9008 0.0056 0.0034 0.0001
O 5.352 5.5301 23.0956 0.0003 0.0004 -0.0019
O 10.5191 0.4936 23.0293 -0.0007 0.0005 -0.0028
O 2.176 9.4079 8.549 -0.0036 -0.002 -0.0028
O 1.2478 3.8195 9.0171 -0.0094 0.0022 0.0121
O 9.4674 1.9851 8.7675 0.0027 -0.0003 0.0003
O 7.6464 9.9465 12.0904 0.0003 0.0003 -0.0008
O 3.473 0.8029 8.9786 -0.0133 -0.0081 -0.0018
N 4.317 7.3231 9.2943 -0.0012 0.0002 0.0017
O 7.2261 3.348 8.8973 -0.0003 -0.0001 -0.0012
O 9.8492 6.4923 8.8972 0.0004 0 0.0006
O 3.3402 2.4542 23.1144 0.0004 -0.0001 -0.0009
O 4.6603 0.175 23.4641 0 0.0001 -0.0021
O 9.2069 2.4905 23.9483 -0.0013 0.0018 -0.0006
O 9.821 5.5753 23.5157 -0.0008 -0.0005 -0.0019
O 19.8892 8.1261 23.5097 -0.0001 0.0001 -0.0012
O 3.289 7.9761 23.2662 0.0007 -0.0002 -0.0027
O 6.9888 4.006 24.3449 -0.0004 0.002 0.0008
O 1.3148 9.6405 24.0685 -0.0015 0.0009 -0.0027
Si 3.8131 6.3819 10.6924 -0.0004 -0.0027 -0.0005
Si 9.0923 4.2683 14.623 0.0005 0.0002 0.001
Si 7.4183 8.3373 11.9198 -0.0005 -0.0003 0.0009
Si 4.2067 1.27 22.344 0.0004 -0.0002 0.0025
Si 17.1093 3.7997 14.2526 -0.0009 0.0002 0.0003
Si 2.7318 -0.4537 20.11 0 -0.0003 0.0015
Si 7.1774 4.1564 19.438 -0.0001 0 0.0011
Si 14.0055 6.6334 16.4385 0.0001 0.0001 0.0006
Si 1.8999 4.1351 10.483 0.0031 0.0008 0.0003
Si 5.6873 16.2018 16.7367 0.0001 0.0003 0.001
Si 3.775 9.7465 17.2406 -0.0001 0.0003 0.0011
Si 10.2091 4.4502 11.683 0.0001 0.0002 0.0006
Si 10.9023 6.5148 16.0512 -0.0003 0 0.001
Si 7.9971 1.5996 14.5388 0.0004 -0.0005 0.0023
Si 2.8051 10.4062 9.6943 0.0032 0.0076 -0.0054
Si 9.1242 6.779 22.6152 0.001 -0.0003 0.0009
Si 11.1834 -1.1433 11.1906 0.0006 0.0007 0.0008
Si 3.5763 -3.3096 13.6918 0.0002 -0.0004 0.001
Si 5.1784 8.7235 9.8629 0.0008 0.0005 -0.0016
Si 9.5726 1.7672 22.5561 -0.001 -0.0008 0.001
Si 11.937 -0.4322 16.5666 -0.0004 0.0002 0.0008
Si 8.3938 2.6342 9.807 -0.0056 0.0014 -0.0009
Si -0.4119 8.2442 18.3898 0.0003 0 0.0007
Si 11.7477 -2.053 14.1309 -0.0002 0.0001 0.0016
Si 4.6721 3.7757 11.5927 -0.0029 0.0045 0.001
Si 6.0214 6.0816 21.7076 -0.0007 0 0.0013
Si 6.4609 7.7131 14.6946 0.0004 0.0003 0.0013
Si 11.5483 6.5103 20.6617 0.0005 0 0.001
Si 11.0908 1.0791 18.8062 -0.0002 -0.0006 0.0002
Si 14.2257 7.6893 21.6522 0 0.0007 0.0027
Si 6.9655 1.3667 20.7629 -0.0006 0.0002 0.0012
Si 9.9584 7.1952 10.3717 0.0001 0.0001 0.0007
Si -0.6433 3.6833 20.1577 0.0001 0.0002 0.0005
Si 8.4511 -0.6303 19.1086 -0.0009 0.0005 -0.0034
Si 6.8458 10.1927 16.3676 0.0041 0.0004 0.0031
Si 8.5699 0.3246 11.8116 -0.0004 0.001 -0.0003
O 13.3615 8.762 13.9119 -0.0001 0.0001 -0.001
O 7.7019 -0.8642 17.7152 -0.0005 0.0008 0.0006
O 6.0094 8.1688 11.1384 0.0005 -0.0003 0.0006
O 1.6141 10.6104 10.8014 -0.0003 -0.0012 0.0013
O 4.9404 -5.7298 10.8506 0.0008 0 -0.0004
O 9.9965 7.2087 17.236 0 -0.0001 -0.0001
O 6.2547 4.9436 20.5525 0.0003 -0.0004 -0.0008
O 6.6347 13.2154 13.9473 -0.0009 0.0009 -0.0003
O 3.5726 7.1369 12.138 -0.0007 0.0006 -0.0003
O 2.3603 5.7037 10.3546 0.0003 0.0004 0.0008
O 7.5488 4.7333 14.2436 0.0003 -0.0002 -0.0006
O 11.4347 -1.5915 17.6045 0.0002 0 -0.0005
O 9.8728 4.1891 13.2241 -0.0005 0.0004 0.0006
O 0.6377 7.4533 19.3423 -0.0004 0.0006 -0.0005
O 6.9592 2.5264 19.5867 -0.0001 0.0007 -0.0005
O 12.4214 6.2067 16.6646 0.0001 0.0001 -0.0004
O 17.2189 6.5269 15.8305 -0.0002 0.0005 -0.0013
O 13.031 6.588 21.3619 -0.0004 -0.0002 -0.0007
O 3.2785 0.6393 21.1786 -0.0003 0.0003 -0.0008
O 0.7169 3.7493 11.508 0 0 0.0003
O 7.2242 -0.1345 20.1059 0.0007 -0.0001 -0.0011
O 8.1605 1.3964 21.8645 0.0006 0.0001 -0.0004
O -1.6347 8.8974 19.2868 -0.0008 0.0024 -0.0009
O 2.7758 9.0384 20.8769 -0.0001 0.0007 -0.0016
O 12.2184 0.2033 19.6503 -0.0004 0.0001 0.0002
O 6.1097 9.559 8.7972 0 0.0002 0.0017
O 8.5405 7.7297 10.9345 -0.0001 0.0003 -0.0002
O 8.8349 0.9651 13.2925 0.0004 -0.0004 0
O 7.4521 11.5007 15.6419 -0.0013 -0.0024 0.0017
O 5.6306 2.5507 11.1656 0.002 -0.0349 -0.0358
O 2.6214 -0.3519 16.4554 0.0001 0.0001 -0.0004
O 3.162 14.25 11.1292 -0.0017 0.0002 0.0007
O -6.7809 5.6653 17.2153 0.0002 0 0.0002
O 11.1047 7.5197 14.7671 0 0.0001 -0.0008
O 4.0617 9.7424 10.4769 0.0004 -0.0007 0.0007
O 3.4314 8.1503 16.9936 -0.0002 0.0006 0.0004
O 9.9907 5.2237 15.6055 0 0 -0.0005
O 10.2932 2.839 21.5667 0.0006 0.0006 -0.0012
O 5.0048 15.0749 13.1642 0.0004 0.0004 0.0044
O 4.8283 7.1687 21.2302 0.0006 -0.0002 -0.0007
O 11.0224 2.6823 19.0892 -0.0003 0.0002 0
O 8.9384 2.7529 15.2541 -0.0002 -0.0001 -0.0002
O 3.6924 -0.7164 18.8081 -0.0002 0.0001 -0.0009
O 5.5888 1.6888 21.5803 0.0002 0.0002 -0.0011
O 5.2402 10.1908 16.6782 0.0004 0.0005 -0.0007
O 7.903 1.3969 10.7689 0.0012 -0.0015 0.0006
O 9.5857 0.5417 19.1665 -0.0014 -0.0013 -0.0016
O 17.6088 4.7974 17.992 -0.0002 0.0002 0.0002
O 7.5933 6.5329 22.0324 0.0002 0.0001 -0.0005
O -5.9178 -2.6915 14.1236 0.0001 0.0001 -0.0004
O 7.3629 -3.4503 13.3278 -0.0002 0 0.0003
O 11.3786 -0.77 15.0794 0 -0.0002 -0.0011
O 10.2619 7.0857 21.499 0 -0.0004 -0.0007
O 9.0746 3.8108 10.7054 0.0004 0.0006 -0.0003
O 8.8151 -6.6475 19.696 0 0.0002 -0.0004
O 0.4361 11.8984 17.1926 0 0.0008 -0.0006
O 16.4814 3.9694 15.7498 -0.0003 -0.0001 -0.0008
O 11.0969 -1.7556 12.692 -0.0003 -0.0002 -0.0014
O 11.2953 4.9464 20.3175 -0.0001 0 -0.0003
O 0.0354 8.4763 10.2321 0.0002 -0.0001 0.0002
O 10.4369 6.0406 11.4033 0.0001 0.0003 -0.0006
O 9.9684 -0.0791 11.0823 0.0005 -0.0009 0.0002
O 14.2229 6.4587 14.8087 -0.0002 0.0001 -0.0011
O 7.2215 8.9173 15.4524 -0.0004 0.0027 0.0002
H 5.2589 1.912 10.5368 0.0038 0.0295 0.0302

Results
free energy: -133792.510 eV
free energy less fixed offsets of H -15.97, N -385.13, O -568.88, Si -635.61 eV per atom: 1.670 eV

The program warned: the cutoff lies below the one the program advises for these potential files; the forces do not sum to zero within the program's tolerance; the exchange-correlation potential is rough where the density is thin.
